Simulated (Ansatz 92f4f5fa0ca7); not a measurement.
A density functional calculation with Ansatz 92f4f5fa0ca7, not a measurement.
Periodic cell of 372 atoms, Si240O132, from a study of silicon, its oxide and their interface. The atomic structure is a simulated model.
Doubt: the cutoff is far below the 930 eV that the study's wrapper takes by default for these files, so forces and energies are approximate.
This geometry differs little from another in the collection (a relaxation step or a small displacement).

Settings
functional: PBE
potential files: Ansatz PAW
basis: plane waves
wave-function cutoff: 580 eV
density cutoff ratio: 5
exchange-correlation grid ratio: 1
k mesh: 1 x 1 x 1, Gamma-centred
self-consistency stop: 5e-08 eV per atom in the density residual
occupations: fixed
spin: none
net charge: 0

Cell vectors (angstrom)
a, 11.6015, 0, 0
b, 0, 13.3963, 0
c, 0, 0, 42.3316

Atoms and the computed forces on them: element, x, y, z (angstrom), force x, y, z (eV/angstrom)
Si, 0, 2.2327, 1.1851, -0.0022, 0.0025, 0.027
Si, 3.8672, 2.2327, 1.1851, -0.016, 0.0108, -0.0341
Si, 7.7343, 2.2327, 1.1851, -0.0052, -0.0125, 0.0046
Si, 1.9336, 5.5818, 1.1851, 0.0149, -0.0151, 0.0352
Si, 5.8008, 5.5818, 1.1851, -0.0046, -0.0273, -0.0101
Si, 9.6679, 5.5818, 1.1851, -0.0222, -0.008, 0.0133
Si, 0, 8.9308, 1.1851, -0.0325, 0.0084, -0.0057
Si, 3.8672, 8.9308, 1.1851, -0.0061, -0.0172, 0.0076
Si, 7.7343, 8.9308, 1.1851, 0.0154, -0.0045, -0.0117
Si, 1.9336, 12.2799, 1.1851, -0.018, 0.0257, -0.0331
Si, 5.8008, 12.2799, 1.1851, 0.0018, 0.0263, 0.0405
Si, 9.6679, 12.2799, 1.1851, 0.0231, 0.0124, 0.0452
Si, 1.9336, 1.1164, 1.9745, 0.061, -0.0524, 0.0168
Si, 5.8008, 1.1164, 1.9745, -0.0271, -0.0223, 0.0085
Si, 9.6679, 1.1164, 1.9745, -0.0103, -0.0285, 0.0016
Si, 0, 4.4654, 1.9745, 0.0047, 0.0019, -0.022
Si, 3.8672, 4.4654, 1.9745, 0.0528, -0.0339, 0.0037
Si, 7.7343, 4.4654, 1.9745, -0.0423, -0.0196, 0.0003
Si, 1.9336, 7.8145, 1.9745, 0.0793, 0.0714, -0.0191
Si, 5.8008, 7.8145, 1.9745, 0.0173, 0.0706, -0.0226
Si, 9.6679, 7.8145, 1.9745, 0.0278, 0.0522, 0.0008
Si, 0, 11.1635, 1.9745, 0.0736, -0.0417, 0.0073
Si, 3.8672, 11.1635, 1.9745, -0.0717, 0.052, -0.0097
Si, 7.7343, 11.1635, 1.9745, -0.0136, -0.0357, -0.023
Si, 1.9336, 1.1164, 4.3426, 0.1593, -0.1246, -0.026
Si, 5.8008, 1.1164, 4.3426, -0.0844, -0.098, 0.0359
Si, 9.6679, 1.1164, 4.3426, -0.0191, -0.0941, 0.141
Si, 0, 4.4654, 4.3426, 0.0585, 0.0351, -0.0799
Si, 3.8672, 4.4654, 4.3426, 0.1349, -0.0909, -0.3459
Si, 7.7343, 4.4654, 4.3426, -0.1113, -0.0731, -0.2422
Si, 1.9336, 7.8145, 4.3426, 0.207, 0.1463, 0.0921
Si, 5.8008, 7.8145, 4.3426, 0.0038, 0.1652, 0.0997
Si, 9.6679, 7.8145, 4.3426, 0.0502, 0.1581, -0.3778
Si, 0, 11.1635, 4.3426, 0.1902, -0.1263, 0.1081
Si, 3.8672, 11.1635, 4.3426, -0.1477, 0.1531, 0.2611
Si, 7.7343, 11.1635, 4.3426, -0.1054, -0.0367, 0.1839
Si, 0, 0, 37.9911, 0.124, 0.1189, -0.2578
Si, 3.8672, 0, 37.9911, -0.3443, 0.0695, 0.0697
Si, 7.7343, 0, 37.9911, 0.3216, -0.1226, -0.2389
Si, 1.9336, 3.3491, 37.9911, -0.066, -0.3014, 0.1019
Si, 5.8008, 3.3491, 37.9911, 0.0573, -0.1156, 0.4026
Si, 9.6679, 3.3491, 37.9911, -0.257, -0.142, 0.043
Si, 0, 6.6981, 37.9911, -0.403, 0.0717, 0.1606
Si, 3.8672, 6.6981, 37.9911, 0.2355, 0.1378, -0.0579
Si, 7.7343, 6.6981, 37.9911, -0.0701, 0.0199, -0.0762
Si, 1.9336, 10.0472, 37.9911, -0.017, 0.308, 0.268
Si, 5.8008, 10.0472, 37.9911, 0.031, -0.1583, -0.2651
Si, 9.6679, 10.0472, 37.9911, -0.0031, 0.0515, -0.187
Si, 0, 0, 40.3592, 0.0585, 0.0404, 0.0147
Si, 3.8672, 0, 40.3592, -0.1475, 0.0556, -0.0049
Si, 7.7343, 0, 40.3592, 0.1238, -0.0339, 0.0138
Si, 1.9336, 3.3491, 40.3592, -0.0306, -0.1171, 0.0161
Si, 5.8008, 3.3491, 40.3592, 0.0024, -0.0506, 0.0051
Si, 9.6679, 3.3491, 40.3592, -0.0956, -0.0567, 0.0117
Si, 0, 6.6981, 40.3592, -0.1382, 0.0109, 0.0113
Si, 3.8672, 6.6981, 40.3592, 0.0922, 0.0595, 0.0234
Si, 7.7343, 6.6981, 40.3592, -0.0154, 0.007, -0.0025
Si, 1.9336, 10.0472, 40.3592, -0.0172, 0.1248, -0.0045
Si, 5.8008, 10.0472, 40.3592, 0.0059, -0.0605, -0.0085
Si, 9.6679, 10.0472, 40.3592, 0.0144, 0.0259, 0.0115
Si, 0, 2.2327, 41.1486, 0.0052, 0.0058, -0.0013
Si, 3.8672, 2.2327, 41.1486, 0.0241, -0.0053, 0.0463
Si, 7.7343, 2.2327, 41.1486, -0.0003, 0.027, 0.0241
Si, 1.9336, 5.5818, 41.1486, -0.01, 0.0074, -0.0814
Si, 5.8008, 5.5818, 41.1486, 0.0095, 0.009, 0.0065
Si, 9.6679, 5.5818, 41.1486, 0.0142, 0.0066, 0.0153
Si, 0, 8.9308, 41.1486, 0.033, -0.0174, -0.0024
Si, 3.8672, 8.9308, 41.1486, -0.0063, 0.0079, 0.002
Si, 7.7343, 8.9308, 41.1486, -0.0076, -0.009, -0.0141
Si, 1.9336, 12.2799, 41.1486, 0.0127, -0.0335, 0.0639
Si, 5.8008, 12.2799, 41.1486, -0.0101, -0.0154, -0.0934
Si, 9.6679, 12.2799, 41.1486, -0.0124, -0.016, -0.0125
Si, 0.6712, -0.0038, 30.355, 0.008, 0.0025, 0.004
Si, 5.7751, -1.1875, 31.6145, 0.0023, 0.0277, 0.0158
Si, 9.8558, -3.1797, 30.6259, -0.0024, 0.0057, 0.0092
Si, 2.3956, 7.8196, 28.5309, -0.0043, -0.0005, 0.003
Si, 4.9529, 6.3725, 28.8397, 0, -0.001, 0.0036
Si, 8.6735, 3.4576, 30.8038, 0.0001, 0.001, 0.0001
Si, -2.1573, 5.4387, 31.8801, -0.0031, 0.0026, 0.0219
Si, 1.9215, 5.9175, 32.1012, 0.0039, 0.0025, 0.0062
Si, 7.8346, 7.1796, 29.9847, -0.004, 0.0029, 0.0033
Si, 1.8948, 9.8568, 30.8429, 0.0015, 0.0004, 0.0028
Si, 7.8459, 9.1953, 31.1772, 0.0052, -0.0008, 0.0016
Si, 7.7063, 13.2712, 30.8695, 0.0109, -0.002, 0.002
Si, -0.0384, 2.8338, 30.5791, 0.0028, 0, 0.0013
Si, 4.7833, 2.2245, 31.7837, 0.0016, 0.0057, 0.0033
Si, 7.1868, 1.9794, 31.8577, 0.0008, 0.001, 0.0012
Si, 0.3331, 5.7104, 29.2099, 0.0005, 0.0014, 0.0083
Si, 4.3295, 4.4586, 31.261, -0.0014, 0.0069, 0.0014
Si, 11.4025, 6.622, 31.231, -0.0015, -0.0021, -0.0077
Si, -0.0949, 8.949, 31.7179, 0.001, 0.0024, 0.0028
Si, 3.4881, 8.6659, 31.9908, -0.0117, -0.0052, 0.0026
Si, 5.7838, 10.1178, 30.5606, 0.0012, -0.0325, -0.0149
Si, 2.2546, 12.2173, 31.5089, -0.0012, 0.0013, -0.0038
Si, 4.101, 13.5776, 30.7714, -0.0134, -0.0078, -0.0012
Si, 9.6544, 12.3124, 31.6608, -0.0062, -0.008, -0.0035
Si, 0.0433, 2.4077, 33.8475, -0.0005, 0.0022, 0.0044
Si, 3.981, 2.2334, 34.042, -0.0039, 0.0003, 0.0039
Si, 7.7119, 2.1489, 34.1341, -0.0008, 0.0021, 0.0028
Si, 1.8488, 5.6167, 34.3683, -0.0009, 0.0001, 0.0003
Si, 5.6107, 5.5043, 33.991, 0.0016, 0.0006, 0.0031
Si, 9.5293, 5.5548, 34.1894, -0.0033, -0.0029, -0.013
Si, -0.064, 8.9511, 34.0852, 0.0033, -0.0006, -0.0031
Si, 3.7898, 8.9428, 34.2589, 0.0045, 0.0003, -0.0001
Si, 7.7005, 8.9492, 33.7192, 0.0008, 0.0004, -0.001
Si, 1.9559, 12.2788, 33.9099, 0.0015, -0.0013, 0.0011
Si, 5.7923, 12.2597, 34.0099, -0.0012, -0.0026, 0.0006
Si, 9.6468, 12.2687, 34.0234, 0, 0.0043, -0.0008
Si, 1.9502, 1.1561, 34.6466, -0.0029, 0.0017, 0.0002
Si, 5.8078, 1.0535, 34.9427, 0.0012, 0.0022, 0.0022
Si, 9.7505, 1.1435, 34.7257, 0.0014, -0.0039, 0.0025
Si, -0.1053, 4.4831, 34.9386, 0.004, 0.0002, 0.0031
Si, 3.7889, 4.4221, 34.9706, 0.0029, 0.0021, 0.0005
Si, 7.5837, 4.421, 34.8378, 0.0021, 0.001, -0.0007
Si, 1.8455, 7.8652, 35.0017, -0.0032, -0.0019, -0.0002
Si, 5.8028, 7.7907, 34.6986, -0.0021, -0.0002, 0.0023
Si, 9.5645, 7.849, 34.7762, -0.0039, 0.0005, 0.0019
Si, 0.003, 11.1965, 34.7941, 0.0031, 0.0018, 0.005
Si, 3.8506, 11.2059, 34.8539, -0.0009, -0.0013, 0.0019
Si, 7.7161, 11.1101, 34.7579, 0.0031, -0.0016, 0.0034
Si, 1.9287, 1.1229, 37.1088, 0.0007, -0.0003, -0.0001
Si, 5.7986, 1.0978, 37.2662, -0.0006, -0.0007, 0.0009
Si, 9.6912, 1.1249, 37.1472, -0.0011, 0.0011, -0.0003
Si, -0.0105, 4.4587, 37.2636, 0.0001, -0.0004, -0.0022
Si, 3.8661, 4.4557, 37.2828, -0.0007, -0.0018, 0.0004
Si, 7.7086, 4.4629, 37.2024, 0.0013, -0.0011, -0.0013
Si, 1.916, 7.8269, 37.3043, 0.0012, -0.0003, 0.0007
Si, 5.8187, 7.8038, 37.1292, -0.0005, 0.0012, 0
Si, 9.6472, 7.8271, 37.1722, 0.0004, -0.0005, -0.0001
Si, 0.007, 11.1723, 37.1806, 0.0002, -0.0002, 0.0007
Si, 3.8676, 11.1757, 37.214, 0.0008, 0.0009, -0.0006
Si, 7.7298, 11.148, 37.1618, -0.0013, 0.0006, 0
Si, 0.0118, -0.0051, 5.1281, -0.0019, 0.001, 0.0018
Si, 3.8716, 0.0136, 5.1996, 0.0023, 0.0006, 0.0011
Si, 7.725, -0.0037, 5.1466, 0, 0.0008, 0.0001
Si, 1.9483, 3.3469, 5.0887, -0.0003, -0.0008, 0.0012
Si, 5.7964, 3.3417, 5.1242, -0.0009, -0.002, 0.0004
Si, 9.6615, 3.3582, 5.0968, 0.0016, -0.0003, 0
Si, 0.0018, 6.7124, 5.0809, -0.0005, -0.0007, 0.0014
Si, 3.8855, 6.6736, 5.1165, -0.0015, 0.0021, 0.0007
Si, 7.7525, 6.6948, 5.0768, 0.0004, 0.0007, 0.0005
Si, 1.9419, 10.0423, 5.2076, 0, -0.0006, 0.0021
Si, 5.7783, 10.0672, 5.1642, 0.0024, -0.0007, -0.0025
Si, 9.6749, 10.0449, 5.136, -0.0004, 0.0008, 0.0006
Si, 0.061, -0.0274, 7.4938, 0.0019, -0.0028, -0.0027
Si, 3.8938, 0.0619, 7.6288, -0.0011, -0.0004, 0.0009
Si, 7.7335, -0.0248, 7.5255, 0, -0.0002, -0.0011
Si, 1.9855, 3.3521, 7.4284, 0.0025, -0.0002, -0.002
Si, 5.8314, 3.2958, 7.4884, -0.0013, 0.0026, 0.0019
Si, 9.6708, 3.3862, 7.4387, 0.0003, -0.0004, 0.0002
Si, 0.1035, 6.7513, 7.4121, -0.0002, 0.0012, -0.0017
Si, 4.0303, 6.5775, 7.4741, 0.0006, -0.0043, -0.0013
Si, 7.8814, 6.7072, 7.4079, -0.0021, 0.0025, 0.0047
Si, 1.9955, 10.0105, 7.6458, 0.0002, -0.0018, 0.0016
Si, 5.7401, 10.1171, 7.5629, 0.0028, 0.0001, 0.0007
Si, 9.7133, 10.0339, 7.5101, 0.0018, -0.0015, 0.0012
Si, 0.0199, 2.2636, 8.0848, 0.0005, 0.0013, -0.0008
Si, 3.8732, 2.3196, 8.4378, 0.0013, -0.0001, -0.0039
Si, 7.7794, 2.208, 8.26, 0.0036, -0.0008, 0
Si, 1.994, 5.5806, 8.1517, -0.001, -0.0006, 0.0003
Si, 6.0602, 5.5009, 8.2416, -0.0038, -0.0027, -0.0036
Si, 9.845, 5.6127, 8.2587, -0.0018, -0.0008, 0.0008
Si, 0.0212, 8.9134, 8.3923, 0.0017, 0, -0.0023
Si, 3.9283, 8.7349, 8.3394, -0.0036, -0.0014, 0.0135
Si, 7.6994, 8.9555, 8.1173, -0.0024, -0.0041, 0.0042
Si, 1.9906, 12.2828, 8.4206, -0.0006, -0.0005, -0.002
Si, 5.8032, 12.3607, 8.5242, -0.0017, -0.0011, -0.0045
Si, 9.7001, 12.2774, 8.2263, -0.0002, 0.0007, 0.0006
Si, 0.009, 2.3763, 10.3796, -0.006, 0.005, 0.0089
Si, 3.7854, 2.4934, 10.882, 0.0019, 0.0065, 0.0048
Si, 7.7817, 2.4183, 10.6118, -0.0013, -0.0035, 0.0017
Si, 1.609, 5.602, 11.4247, -0.0042, 0.0024, 0.017
Si, 9.8157, 5.5947, 10.6387, -0.0024, 0.0037, 0.0046
Si, 7.6896, 4.7601, 10.826, -0.0019, 0.0069, 0.001
Si, -0.1912, 9.0087, 10.7846, -0.0045, 0.0007, 0.0022
Si, 3.4798, 8.656, 11.3954, -0.0225, -0.0532, -0.0067
Si, 9.6526, 7.697, 11.6997, -0.0128, 0.0078, -0.0025
Si, 1.8785, 12.4639, 10.819, 0.0081, 0.0125, 0.0096
Si, 5.6761, 12.7482, 10.9948, -0.0283, 0.0009, 0.0004
Si, 9.7942, 12.4653, 10.5516, 0.0015, -0.0096, 0.001
Si, 1.7805, 1.3122, 11.4261, -0.0031, -0.0209, -0.0201
Si, 5.8503, 1.6096, 11.6373, 0.0015, 0.0124, 0.0004
Si, 9.767, 1.2691, 11.3081, 0.0035, -0.0016, -0.0024
Si, -0.2041, 4.1816, 11.8156, -0.0003, 0.0035, -0.0142
Si, 3.4855, 4.4973, 12.1705, -0.0004, -0.0021, -0.0023
Si, 6.0701, 5.5507, 13.2134, 0.0016, 0.0044, -0.0019
Si, 1.4225, 7.8467, 12.0303, 0.0035, -0.001, -0.003
Si, 5.6495, 8.4443, 13.4497, 0.0258, 0.0209, -0.0326
Si, 7.9039, 9.1019, 11.2923, -0.1006, -0.0436, 0.0467
Si, -0.0162, 11.2678, 11.4924, 0.0001, -0.0064, -0.0015
Si, 3.798, 11.688, 11.8899, -0.0105, 0.0729, 0.018
Si, 8.3185, 11.3022, 11.8696, 0.0091, 0.0049, 0.002
O, 3.254, 4.0284, 13.7329, -0.0014, 0.0003, 0.0024
O, 5.5736, 9.6392, 14.5634, -0.0002, -0.0029, -0.0082
O, 10.15, 1.1119, 12.9458, 0.0013, -0.0001, 0.0024
O, 9.73, 7.5175, 13.3528, 0.0079, -0.001, 0.001
O, 1.3122, 1.3618, 13.0408, -0.0054, 0.0068, 0.0124
O, 6.1872, 1.8743, 13.2706, -0.0004, -0.004, 0.0011
O, 1.254, 7.8932, 13.6932, -0.0014, -0.0026, 0.0086
O, -0.1217, 11.2543, 13.1652, -0.001, 0.0018, 0.0041
O, 3.866, 11.4981, 13.5392, 0.0044, -0.0056, 0.0033
O, -0.335, 3.4455, 13.3486, -0.0008, -0.0051, 0.0077
O, 5.9537, 4.3823, 14.3141, 0.0004, 0.0043, -0.0012
O, 8.8208, 11.2988, 13.445, 0.0052, 0.0007, 0.0011
O, 6.4283, 3.7685, 27.1879, 0.0005, -0.0008, -0.0001
O, 1.8769, 9.1953, 29.2839, 0.0001, 0.0005, 0.0015
O, 7.864, -0.2082, 29.187, -0.0007, 0, 0.0023
O, 11.1291, 5.9416, 27.7839, -0.0005, 0.0013, -0.0007
O, 8.9419, 6.905, 28.7871, -0.0019, 0.0012, 0.0018
O, 0.6935, 12.5887, 28.9307, 0.0009, -0.0009, -0.0056
O, 10.1551, 10.2757, 28.9903, 0.0006, -0.0014, -0.0098
O, 3.9721, 7.6696, 28.87, 0.005, 0.0004, -0.0015
O, 5.208, 10.2472, 29.0116, 0.0009, 0.0055, -0.0048
O, 12.0301, 4.1221, 29.6748, -0.0008, -0.0028, 0.0021
O, 0.4766, 7.4542, 24.8357, 0.001, 0.0004, 0.0013
O, -0.7432, -0.0579, 31.1687, -0.0021, 0.0071, 0.0033
Si, 7.7024, 11.3836, 23.4222, 0, -0.0021, -0.0006
Si, 4.3964, 10.7422, 14.8989, 0.001, 0.0002, -0.0081
Si, 7.4273, 9.8306, 25.9919, 0.003, 0.0061, 0.0024
Si, 2.5415, 9.1285, 16.8648, 0.0004, -0.0002, -0.0012
Si, -0.5489, 0.0268, 16.2208, 0.002, -0.0005, -0.0034
Si, 7.8491, 3.6231, 27.9634, 0.0005, 0.0001, 0.001
Si, 8.5227, 7.186, 22.3379, 0.0006, -0.0001, 0.0008
Si, 1.423, 11.5731, 17.999, 0.0013, -0.0015, -0.0025
Si, 7.4549, 7.9859, 19.6449, -0.0004, -0.0011, -0.0033
Si, 10.4445, 2.117, 23.7647, 0.0005, 0.0013, -0.0011
Si, 4.0686, -0.6147, 17.0544, 0.0006, -0.0011, -0.0055
Si, 0.8797, 8.5546, 25.9695, -0.0004, 0.0001, 0.0019
Si, 5.205, 5.5802, 17.14, 0.0013, 0.0014, -0.0046
Si, 9.5275, 6.0845, 27.4831, 0.0005, 0.0005, -0.0001
Si, 0.6434, 10.5367, 20.8319, 0.0007, 0.0008, -0.0025
Si, 7.4484, 0.7318, 27.9159, 0.0034, 0.0015, 0.0046
Si, 7.6699, 3.8154, 16.8261, -0.0009, 0.0013, -0.0018
Si, 7.6522, 6.9946, 25.3304, 0, -0.0003, -0.0002
Si, 11.4593, 1.8105, 13.6765, -0.0013, 0.0028, -0.0035
Si, -1.0086, 4.8045, 22.6221, -0.0012, 0.0024, -0.0006
Si, 4.648, 14.8255, 19.0243, 0.0005, 0.0002, -0.0029
Si, 7.3418, 1.5742, 20.298, -0.0009, 0.0006, -0.0036
Si, 9.3162, 14.9945, 18.3552, -0.0004, -0.0009, -0.0025
Si, 4.3945, 7.7349, 19.0654, 0.0005, 0.0004, -0.0036
Si, 6.1225, 2.7911, 14.6181, 0.0005, -0.0012, -0.0025
Si, 12.2169, 12.7066, 27.305, 0.001, 0.0012, 0.0023
Si, 7.8498, 6.7544, 16.821, -0.002, 0.0013, -0.002
Si, 2.6273, 10.9067, 25.6369, -0.0003, -0.0008, -0.0012
Si, 3.5601, 2.1217, 16.4461, -0.0001, -0.0016, -0.0024
Si, -1.6613, 2.5811, 20.9286, 0.0004, 0.0004, -0.002
Si, 6.2459, 13.7515, 22.8963, -0.001, 0.0008, -0.0001
Si, 2.6138, 8.397, 21.5576, 0.0003, -0.0001, -0.0013
Si, 5.6094, 4.8607, 26.2976, -0.0007, 0.0016, 0.0019
Si, 4.4324, 13.8569, 28.4356, -0.0002, 0.0024, -0.0004
Si, 2.179, 1.6477, 26.5568, 0.0005, 0.0019, 0.001
Si, 2.8376, 11.1233, 22.6442, 0.0001, -0.0003, -0.0006
Si, 1.9593, 1.7254, 23.7943, 0.0001, 0.0015, -0.0006
Si, 8.235, 13.8185, 24.9676, 0.0018, 0.0008, 0.0003
Si, 10.2918, 10.3678, 27.3657, -0.0029, -0.006, 0.0023
Si, 10.2361, 11.1002, 14.2302, 0.0004, 0.0012, -0.0046
Si, 4.9637, 10.8826, 27.5245, 0.0035, -0.0003, 0.0001
Si, 9.2075, 9.8048, 21.2078, 0.0002, 0.0004, -0.0005
Si, 3.5464, 13.8131, 21.709, 0.0013, 0.0007, -0.0009
Si, 1.0716, 7.0904, 15.1117, -0.0008, 0.0071, -0.0039
Si, 2.884, 4.0912, 25.0592, 0.0006, -0.0001, 0.0006
Si, 2.8073, 4.5412, 15.2203, 0.003, 0.0005, -0.0036
Si, 1.358, 6.4991, 23.8312, 0.0003, 0.0014, -0.0002
Si, 9.8995, 8.0386, 14.8926, -0.0012, -0.0028, -0.0076
O, 9.4905, 1.4493, 24.9005, 0, -0.0007, 0.0014
O, 6.1729, 4.2597, 17.416, 0.0003, -0.0006, 0.0026
O, 0.3694, 5.559, 22.963, 0.0003, -0.0017, 0.002
O, 3.0235, 11.8944, 17.9217, -0.0001, 0.0006, 0.0024
O, 4.5025, 6.195, 18.4899, -0.0002, -0.0001, 0.0024
O, 2.3246, 5.5954, 24.796, 0.0006, 0.0019, 0.0011
O, 7.5217, 7.1086, 21.0404, 0.0004, 0.0004, 0.0014
O, 4.762, 14.3561, 22.6642, -0.0002, 0.0007, 0.0012
O, 3.8798, 2.4594, 18.021, 0.0009, -0.0001, 0.0025
O, -0.8581, 3.9704, 21.2175, 0.0004, 0.001, 0.0002
O, 8.6504, 3.0009, 17.8294, 0.0002, 0.0018, 0.0018
O, 3.6329, 8.7479, 18.0211, 0.0015, -0.0005, 0.0026
O, 3.2592, 1.3613, 27.7441, 0.001, -0.0001, 0.0008
O, 4.4928, 4.149, 25.3557, 0.001, 0.0001, 0.0009
O, 1.0056, 11.5145, 19.5697, -0.0004, -0.0001, 0.0028
O, 5.0895, 0.1239, 18.1091, 0.0005, 0.0002, 0.0026
O, 3.1311, 11.5265, 24.2074, 0.0002, 0.0004, 0.002
O, 4.5067, 12.4224, 27.6829, -0.0003, -0.0035, 0.0003
O, -3.1875, 5.2421, 16.4957, 0.0005, 0.0007, 0.002
O, 1.2371, 11.1866, 22.226, 0.0003, 0.0001, 0.001
O, 8.8519, 10.1507, 26.6808, -0.0029, -0.0002, -0.003
O, 4.001, 5.2762, 16.0705, -0.0018, -0.0008, 0.0017
O, 6.6963, 5.6874, 25.4178, 0.0011, 0.0007, 0.0007
O, 3.1714, 0.5437, 16.2965, 0.0003, 0, 0.0025
O, 4.874, 2.2975, 15.5109, -0.0002, -0.0004, 0.0027
O, 10.2166, 3.7402, 23.811, -0.0008, 0.0008, 0.0005
O, 8.3484, 10.915, 22.0215, -0.0002, 0.0001, 0.002
O, 6.9862, 8.2641, 26.1281, 0.0009, 0.0023, 0.0004
O, 6.2211, 6.7562, 16.6075, 0.0017, -0.0006, 0.0047
O, 7.0994, 0.5564, 21.5278, 0.0014, -0.0009, 0.0013
O, 3.5745, 7.6568, 20.4745, -0.0001, 0.0001, 0.0019
O, 9.3835, 5.8359, 22.4261, 0.0015, 0.0007, 0.0009
O, 8.1241, 7.1768, 18.3843, 0.0007, 0.0008, 0.0021
O, -0.4937, 7.1634, 15.5508, 0.004, 0.0012, 0.0012
O, 10.2601, 9.6274, 14.9238, 0.0009, -0.0028, 0.0071
O, 9.4933, 8.4881, 22.1399, -0.0009, -0.0002, 0.0013
O, 1.8873, 11.9993, 26.5846, 0.0004, 0.0013, 0.0002
O, 6.9537, 1.0934, 24.1747, -0.0011, 0.0017, 0.0018
O, 2.1666, 0.9246, 22.4045, -0.0003, 0.0009, 0.0017
O, -0.9706, 10.453, 20.8128, -0.0003, 0.0003, 0.0017
O, 1.5632, 9.7812, 25.153, 0.0008, 0.0008, 0.0008
O, 5.9366, 2.1426, 19.7084, -0.0004, 0.0006, 0.0008
O, 3.8089, 10.2291, 26.5608, 0.0045, 0.0018, 0.0025
O, 8.1291, 14.1535, 19.1144, 0.0007, -0.0016, 0.0017
O, -1.1521, 1.9604, 19.5021, 0.0021, 0.0016, 0.0039
O, 8.9816, 4.5648, 27.3108, -0.0001, -0.0002, 0.0002
O, 8.5598, 7.7931, 15.7883, 0.0022, 0.0004, 0.0007
O, 1.3158, 9.0294, 20.7505, 0.0003, 0.0005, 0.0016
O, 10.3574, 12.2289, 15.376, 0.0006, 0.0015, 0.0017
O, 9.9437, 14.0855, 17.1966, 0.001, -0.0001, 0.0013
O, 2.3856, 3.1612, 15.9969, -0.0014, 0.0009, 0.0005
O, -0.3721, 9.1318, 26.8379, -0.0021, 0.0038, 0.0013
O, 2.2153, 7.3476, 22.7379, 0.0001, 0.0009, 0.001
O, 10.1582, 1.5922, 22.2289, 0.0007, 0.0003, 0.001
O, 10.8723, 11.8487, 26.9079, 0.0001, 0.0014, -0.0001
O, 7.4747, 10.1137, 24.3936, -0.0009, 0.0028, 0.0074
O, 1.5373, 5.531, 14.9994, -0.0006, -0.0037, 0.0023
O, 2.5966, 3.2328, 23.6871, -0.0002, -0.0006, 0.0003
O, 9.1247, 6.7854, 26.0575, -0.0002, 0, 0.0013
O, 8.6857, 12.4555, 24.182, 0.0005, 0.0001, 0.0007
O, 0.3751, 1.7626, 24.1262, 0.0019, 0.0004, 0.0007
O, 4.9024, 11.8762, 15.9743, 0.0009, 0.002, 0.0035
O, 6.2655, 12.1338, 23.168, 0.0008, -0.0011, 0.0016
O, 5.8944, 8.34, 19.3291, 0.0005, 0.0009, 0.0025
O, 7.7768, 13.4179, 26.4855, 0.002, -0.0014, -0.0016
O, 3.6146, 14.3846, 20.199, -0.0001, 0.0002, 0.0012
O, 8.305, 2.811, 20.794, 0.0018, 0.0024, 0.0022
O, 2.6625, 1.0229, 25.1076, 0, 0.0001, 0.0003
O, 1.2904, 10.0465, 17.4037, -0.0029, 0.0027, 0.0035
O, 5.8841, 1.169, 28.1439, -0.0032, 0.0023, -0.0021
O, 7.7467, 7.3338, 23.7511, 0.0012, 0.0004, 0.0005
O, 2.0119, 7.9543, 26.9653, -0.001, 0.001, 0.0017
O, 8.3398, 9.3487, 19.8923, 0.0003, 0.0009, 0.0013
O, 3.6073, 12.1908, 21.6787, 0.001, 0.0011, 0.0004
O, -0.0824, 14.653, 15.2196, -0.0001, -0.0014, -0.0001
O, 1.9647, 7.7287, 16.2979, -0.0051, -0.0037, -0.0025
O, 8.3424, 2.0858, 27.8809, 0.0005, 0.0001, -0.0012
O, 7.4724, 2.7806, 15.5509, 0.0018, -0.0023, -0.0005
O, 0.7409, 0.9137, 26.941, 0, -0.0005, -0.0002
O, 2.1123, 3.2868, 26.304, 0.0001, 0.0001, 0.0001
O, 3.1784, 9.9292, 15.5952, 0.0011, -0.0002, 0.0011
O, 6.3597, 10.7925, 26.7246, 0.0012, -0.0046, 0.0007
O, 0.6024, -0.6829, 17.156, -0.0008, 0.0008, 0.0006
O, 3.4102, 9.6348, 22.2879, 0, 0.0011, 0.001
O, 7.7523, 4.036, 29.5428, 0.0003, -0.0013, 0.002
O, 4.1892, 8.1699, 12.7905, 0.0289, -0.0226, 0.0467
O, 2.6995, 4.5691, 31.5216, 0.0017, -0.0036, -0.0014
O, 14.6248, -6.2921, 31.7308, 0.0012, 0.0052, -0.0024
O, 6.1499, 6.9874, 13.9736, 0.0039, -0.008, -0.0072
O, 5.2897, 5.27, 32.3593, -0.0005, -0.0029, -0.0017
O, 7.4242, 5.287, 12.3685, -0.0024, -0.0019, 0.0033
O, 4.8171, 5.466, 12.1707, 0.0055, 0.0033, 0.0056
O, 0.0958, 2.9191, 32.233, 0.0003, -0.0021, -0.002
O, 3.937, 8.0963, 9.9126, 0.0017, -0.0078, -0.0249
O, 6.5937, 8.9002, 12.2368, 0.0424, 0.0159, -0.0668
O, 12.5045, 1.6005, 30.0709, 0.0029, -0.0003, -0.0023
O, 8.0811, 19.6397, 31.3165, 0.0025, 0.0008, -0.0054
O, 6.4699, 5.3673, 9.8646, -0.0032, -0.0005, -0.0013
O, 1.8181, 6.3481, 28.9717, 0.0009, 0.0016, -0.0017
O, 4.8496, 5.8792, 27.2986, 0.0003, 0.0007, 0.0011
O, 3.8805, 10.2164, 11.1777, 0.017, 0.0216, -0.0364
O, 4.6082, 5.1003, 29.7917, 0.0005, -0.0025, -0.0015
O, 24.9566, 5.5804, 9.7798, 0.0085, -0.0017, -0.0161
O, 7.4227, 8.905, 9.7462, 0.0225, 0.0088, 0.0429
O, 4.9596, -4.5057, 31.2804, 0.0038, 0.0046, 0.0003
O, 6.8375, -14.7942, 11.8946, 0.0051, -0.0039, 0.0142
O, 6.4197, 6.9147, 29.2417, -0.0005, 0.0003, -0.0027
O, 9.9722, 15.9752, 30.2555, -0.0008, -0.0004, -0.0029

Results
free energy: -227634.832 eV
free energy less fixed offsets of O -568.88, Si -635.61 eV per atom: 3.728 eV

The program warned: the cutoff lies below the one the program advises for these potential files; the exchange-correlation potential is rough where the density is thin.
